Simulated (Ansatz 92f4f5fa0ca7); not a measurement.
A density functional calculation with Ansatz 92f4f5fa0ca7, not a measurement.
Periodic cell of 226 atoms, Si132O92As2, from a study of silicon, its oxide and their interface. The atomic structure is a simulated model.
Doubt: the cutoff is far below the 930 eV that the study's wrapper takes by default for these files, so forces and energies are approximate.

Settings: functional PBE; potential files Ansatz PAW; basis plane waves; wave-function cutoff 580 eV; density cutoff ratio 5; exchange-correlation grid ratio 1; k mesh 1 x 1 x 1, Gamma-centred; self-consistency stop 5e-08 eV per atom in the density residual; occupations fixed; spin none; net charge 0.

Cell vectors (angstrom)
a, 10.938, 0, 0
b, 0, 10.938, 0
c, 0, 0, 31.9494

Atoms and the computed forces on them: element, x, y, z (angstrom), force x, y, z (eV/angstrom)
Si, 10.6564, 0.0306, 24.469, 0.0717, 0.066, -0.0501
Si, 5.1657, 0.0016, 24.6929, 0.02, -0.0039, 0.0101
Si, 2.923, 2.1906, 24.4741, 0.0093, 0.0346, -0.0412
Si, 8.5465, 2.3933, 24.5755, 0.0015, 0.0228, -0.0388
Si, 10.7304, 5.3539, 24.2011, -0.1017, 0.0686, -0.0851
Si, 5.1736, 5.6219, 24.4227, 0.0528, 0.0209, -0.0249
Si, 2.9575, 7.9265, 24.3947, -0.0144, -0.021, -0.0158
As, 8.6806, 7.6569, 24.0775, 0.0173, -0.137, -0.3367
Si, 1.3558, 1.1297, 25.8425, -0.058, -0.0259, -0.0069
Si, 6.8162, 1.3129, 25.7869, -0.0146, -0.0202, 0.0058
Si, 3.978, 4.0124, 25.6845, -0.0057, 0.0184, 0.0156
Si, 9.7213, 3.9509, 25.8413, -0.0262, 0.0111, 0.0264
Si, 1.2128, 6.7986, 25.5755, -0.0135, 0.0329, -0.0038
Si, 6.8744, 6.757, 25.6518, -0.0132, -0.0482, 0.0083
Si, 4.006, 9.404, 25.9634, -0.0071, -0.018, 0.0148
As, 9.3952, 9.6183, 25.9533, -0.0913, -0.2022, -0.1388
Si, 2.6726, -0.1538, 27.2899, 0.0207, 0.0061, 0.0026
Si, 8.1417, 0.1004, 27.3373, -0.0462, 0.0149, 0.019
Si, 0.1111, 2.6374, 27.2239, 0.0308, 0.006, 0.0032
Si, 5.4344, 2.7394, 27.1004, -0.0048, -0.0026, 0.0252
Si, 2.6235, 5.4471, 27.0418, 0.0032, -0.0109, 0.0099
Si, 8.2202, 5.3748, 27.0705, 0.0401, 0.0143, -0.0142
Si, -0.0172, 8.189, 27.1376, 0.0482, -0.0714, 0.0376
Si, 5.5677, 8.1147, 27.1443, 0.0183, 0.0211, 0.0042
Si, 4.09, 1.3389, 28.5024, 0.0172, -0.0051, -0.0043
Si, 9.5832, 1.4158, 28.6148, 0.0424, -0.0473, -0.0304
Si, 1.4045, 4.09, 28.5474, -0.0039, -0.0006, 0.0015
Si, 6.8159, 4.0871, 28.4923, -0.0082, 0.011, -0.0154
Si, 4.089, 6.7817, 28.4456, 0.009, -0.0236, -0.0232
Si, 9.5437, 6.7844, 28.4732, 0.0009, 0.0123, -0.0196
Si, 1.3033, 9.4858, 28.6208, -0.0149, 0.0003, -0.0053
Si, 6.8244, 9.5366, 28.5782, 0.0081, -0.0012, -0.0017
Si, -0.0182, -0.0081, 29.9354, -0.001, -0.0061, -0.0123
Si, 5.4575, -0.0029, 29.9015, 0.0019, 0.0014, -0.0071
Si, 2.7615, 2.7213, 29.901, -0.01, 0.0063, -0.0083
Si, 8.1817, 2.7708, 29.9153, -0.0474, 0.011, 0.0055
Si, -0.0018, 5.4584, 29.8825, 0.0031, 0.0098, -0.0122
Si, 5.4558, 5.46, 29.8706, -0.0031, -0.0047, -0.0038
Si, 2.7608, 8.1546, 29.8942, -0.0002, 0.0047, -0.001
Si, 8.2239, 8.1763, 29.8947, 0.0039, 0.0062, -0.008
Si, 1.3673, 1.3673, 31.2657, 0.1725, 0.0593, -0.0059
Si, 6.8362, 1.3673, 31.2657, 0.0264, 0.0247, -0.0249
Si, 4.1018, 4.1018, 31.2657, 0.1405, -0.0857, 0.0077
Si, 9.5708, 4.1018, 31.2657, -0.0457, 0.1567, 0.0909
Si, 1.3673, 6.8362, 31.2657, 0.0494, -0.1888, -0.0439
Si, 6.8362, 6.8362, 31.2657, -0.0284, -0.0719, -0.1657
Si, 4.1018, 9.5708, 31.2657, -0.0695, -0.0725, -0.0249
Si, 9.5708, 9.5708, 31.2657, -0.168, -0.216, 0.1844
Si, 2.7345, 0, 0.6835, -0.0014, 0.0757, 0.0197
Si, 8.2035, 0, 0.6835, -0.0284, 0.0647, -0.1149
Si, 0, 2.7345, 0.6835, 0.037, 0.0823, 0.0111
Si, 5.469, 2.7345, 0.6835, -0.0351, 0.0853, 0.0886
Si, 2.7345, 5.469, 0.6835, -0.0816, -0.0014, -0.0713
Si, 8.2035, 5.469, 0.6835, 0.0387, 0.1427, -0.0148
Si, 0, 8.2035, 0.6835, 0.0038, 0.0986, 0.111
Si, 5.469, 8.2035, 0.6835, 0.0443, 0.1282, 0.0617
Si, 4.0945, 1.3805, 2.0613, 0.003, -0.0034, -0.0047
Si, 9.5908, 1.3539, 2.0429, -0.0065, 0.001, 0.0046
Si, 1.3486, 4.1394, 2.0531, 0.0027, -0.0007, -0.0025
Si, 6.8243, 4.1359, 2.0415, 0.0068, -0.0071, 0.0071
Si, 4.0857, 6.851, 2.0422, 0.0011, -0.0063, 0.0035
Si, 9.5654, 6.8462, 2.0624, 0.0043, -0.0054, -0.0056
Si, 1.3558, 9.6052, 2.0537, 0.0046, -0.0003, 0.0058
Si, 6.8239, 9.6144, 2.0463, 0.003, 0.0011, -0.0019
Si, 0.0253, 0.0384, 3.4709, 0.0029, 0.0051, 0.0042
Si, 5.4797, 0.0431, 3.4477, 0.0002, 0.0006, 0.0056
Si, 2.7122, 2.7734, 3.3976, -0.0057, 0.0037, -0.0024
Si, 8.2488, 2.7831, 3.3395, 0.0102, 0.0077, -0.0149
Si, 0.0206, 5.5219, 3.4675, 0.0055, 0.0041, 0.0067
Si, 5.4703, 5.5276, 3.4212, -0.003, 0.0084, 0.0001
Si, 2.731, 8.2447, 3.3936, -0.0036, 0.0042, -0.0052
Si, 8.2401, 8.2934, 3.385, 0.003, 0.0162, -0.0063
Si, 1.3712, 1.4621, 4.8391, -0.002, -0.0001, -0.0022
Si, 6.905, 1.4799, 4.7222, -0.0066, -0.0068, 0.0077
Si, 4.0544, 4.1581, 4.7489, 0.0039, 0.0067, 0.0005
Si, 9.595, 4.085, 4.7737, 0.0003, 0.0026, 0.0007
Si, 1.36, 6.979, 4.8354, -0.0064, -0.0013, -0.0026
Si, 6.8364, 6.9938, 4.7208, -0.0051, -0.0085, 0.0046
Si, 4.0882, 9.5792, 4.7818, 0.0041, 0.0069, 0.0009
Si, 9.6148, 9.5872, 4.8401, 0.0016, -0.0007, -0.0042
Si, 2.7522, 0.0432, 6.1278, 0.002, -0.0008, 0.0031
Si, 8.2895, 0.1309, 6.0883, -0.0007, -0.0031, 0.0038
Si, 0.0116, 2.8058, 6.2993, 0.0015, -0.0003, 0.0034
Si, 5.507, 2.8426, 6.0594, -0.0033, -0.0007, 0.0021
Si, 2.7485, 5.5982, 6.1262, 0.0022, -0.0029, 0.0031
Si, 8.25, 5.603, 5.9476, -0.0013, -0.0018, 0.0015
Si, 0.0416, 8.3123, 6.3647, 0.0007, 0.0004, 0.0017
Si, 5.4947, 8.3078, 6.2083, 0.0023, -0.0012, 0.0047
Si, 4.4168, 1.1892, 7.3178, -0.0037, -0.0011, -0.0044
Si, 9.8051, 1.1602, 7.6178, 0.0022, -0.001, -0.001
Si, 1.1741, 4.5122, 7.4945, -0.0022, -0.0028, -0.0051
Si, 6.6355, 4.5472, 7.2333, 0, 0, -0.0002
Si, 4.321, 6.7112, 7.5233, -0.0026, -0.0022, -0.0073
Si, 9.7228, 6.6189, 7.4928, -0.0029, -0.0019, -0.0009
Si, 1.2739, 9.9511, 7.6891, -0.0034, -0.0015, -0.0072
Si, 6.712, 9.9728, 7.3978, -0.0034, -0.0021, -0.0043
O, 9.5784, 1.2044, 23.9897, 0.0403, -0.0741, 0.0239
O, 4.0768, 6.7804, 23.9337, 0.0191, -0.0131, 0.0047
O, 4.1367, 1.1381, 24.0418, -0.0166, -0.002, 0.0257
O, 9.4263, 6, 23.4084, -0.007, 0.3158, 0.3082
O, -0.0296, 5.5544, 8.0066, -0.0016, -0.0022, -0.0007
O, 5.5628, 0.1321, 7.8999, -0.0003, -0.0015, -0.0013
O, 0.0669, 0.0989, 8.1377, -0.0021, 0.0008, -0.001
O, 5.5294, 5.618, 7.8658, 0.0006, -0.0008, -0.0008
O, 7.5909, 3.959, 8.4205, 0.0019, -0.0032, -0.002
O, 8.7156, 7.0493, 8.7505, -0.0031, 0.0025, -0.0022
O, 2.1791, 9.4681, 9.0209, 0.0019, -0.0024, 0.0014
O, 8.8921, 1.6866, 8.9224, -0.0012, 0.0006, -0.0028
O, 7.6062, 9.4751, 8.6944, 0.0002, -0.0014, -0.0006
O, 3.6021, 1.8305, 8.588, -0.0014, 0.0013, -0.0008
O, 3.5813, 7.2314, 8.926, -0.0014, 0.0015, -0.0007
O, 2.0647, 4.0218, 8.8038, 0.0017, -0.0008, 0.0007
O, 8.0809, 3.3879, 23.3513, -0.0311, -0.0398, -0.0009
O, 0.7719, 4.7129, 23.0234, -0.0152, 0.0161, 0.0435
O, 2.0525, 2.4436, 23.1006, 0.0069, -0.0114, 0.0038
O, 5.814, 4.8779, 23.0956, -0.0145, 0.0086, 0.008
O, 5.6836, 9.8263, 23.5948, 0.0031, -0.0056, -0.0426
O, 2.4611, 8.7032, 23.0136, -0.0189, 0.0036, 0.0041
O, 0.17, 9.9999, 23.1854, -0.0221, 0.0134, 0.0097
O, 7.7339, 8.3213, 22.6218, -0.0207, 0.0545, 0.2137
Si, 8.6214, 7.6834, 18.452, -0.0057, -0.0012, -0.0242
Si, 8.7794, 6.3685, 13.6285, -0.0018, -0.0016, 0.0075
Si, 3.7917, 1.5472, 14.7241, -0.0001, -0.0031, 0.0064
Si, 2.1216, 5.7247, 17.6284, 0, -0.0031, 0.007
Si, 2.4386, 3.0764, 19.4112, -0.0037, 0.0038, 0.0067
Si, 9.8008, 9.04, 12.067, 0.0003, -0.0011, 0.0108
Si, 1.2957, 9.3998, 22.1075, 0.0036, -0.0038, 0.0072
Si, 9.1646, 0.9767, 13.1826, -0.0001, -0.0011, 0.0096
Si, 1.4143, 5.0657, 13.0195, -0.0009, -0.0018, 0.0085
Si, 1.7819, 8.2621, 12.7886, -0.0004, -0.0008, 0.0108
Si, 6.6143, 9.4747, 22.3093, 0.0523, -0.1073, 0.007
Si, 4.5184, 4.6095, 15.7021, -0.0005, -0.0028, 0.0083
Si, 8.2057, 3.0295, 9.5792, -0.0005, 0.0007, 0.0074
Si, 0.8091, 8.1989, 19.2957, 0.007, -0.005, -0.0085
Si, 6.9395, 1.3321, 21.0603, -0.0076, -0.0041, 0.0046
Si, 8.2138, 8.3161, 9.6635, 0.001, -0.0022, 0.0086
Si, 10.8883, 5.2185, 15.6039, 0.0005, -0.0009, 0.0095
Si, 7.5776, 9.4946, 16.2989, 0.0021, -0.001, 0.0067
Si, 9.9388, 2.0265, 20.2883, -0.0035, 0.0021, 0.0092
Si, 3.2133, 8.5181, 9.8979, -0.0024, -0.0007, 0.007
Si, 6.6926, 3.3466, 17.3767, 0, -0.0035, 0.0059
Si, 1.1434, 0.1648, 19.7879, -0.0056, -0.0056, 0.01
Si, 3.2306, 2.8286, 12.2924, -0.0006, -0.0025, 0.0106
Si, 7.1773, 5.3687, 19.6826, 0.0039, -0.0061, 0.0364
Si, 5.7405, 8.6779, 11.5383, 0, 0.0009, 0.011
Si, 5.7769, 6.086, 13.1995, -0.0006, -0.001, 0.0111
Si, 4.6273, 9.6615, 17.5602, -0.003, -0.0076, 0.01
Si, 1.1745, 3.4097, 22.1291, -0.0228, 0.0209, -0.0046
Si, 4.9334, 1.4442, 18.7126, 0.009, -0.0065, 0.0116
Si, 3.1939, 3.0929, 9.5115, -0.0007, 0.0006, 0.0064
Si, 6.451, 10.8275, 13.7804, 0.0013, -0.0007, 0.0091
Si, 10.3442, 0.1299, 15.9554, 0.0008, -0.0007, 0.0073
Si, 5.6589, 3.6696, 11.1528, 0.0002, 0.0007, 0.0096
Si, 9.8353, 3.9119, 11.8957, -0.0004, -0.0008, 0.0105
Si, 2.33, 9.9338, 15.5091, -0.0002, -0.0014, 0.0088
Si, 6.0019, 8.0976, 19.7563, -0.0158, -0.0054, 0.0311
Si, 6.911, 3.9286, 22.3549, 0.0256, -0.0104, 0.0185
Si, 9.7599, 2.7891, 17.361, -0.0004, -0.0019, 0.0094
O, 7.1889, 6.3882, 13.9718, -0.0005, -0.0009, -0.0046
O, 1.8444, 7.0029, 18.7157, -0.0024, -0.0033, -0.0023
O, 10.3087, 4.0547, 16.5405, -0.0023, -0.0011, -0.0038
O, 6.1644, 9.9398, 17.0183, -0.0007, -0.0034, -0.0047
O, 10.1403, 0.7163, 14.4527, -0.0005, -0.0017, -0.0056
O, 8.3939, 6.0987, 18.8442, 0.0001, 0.002, 0.0005
O, 5.1664, 0.6879, 14.423, -0.0004, -0.0024, -0.0045
O, 5.7478, 2.0221, 17.4315, 0, 0.0007, -0.0004
O, 8.3674, 1.9308, 20.6085, 0.0013, -0.0072, -0.0012
O, 1.9665, 4.2509, 18.3604, 0.0009, -0.0045, -0.0056
O, 6.9636, 2.8165, 10.6406, -0.0014, -0.0006, -0.0053
O, 4.8667, 2.721, 12.2165, -0.0004, -0.0011, -0.005
O, 6.0262, 4.4025, 16.3252, -0.0014, -0.003, -0.0054
O, 4.562, 3.9281, 9.9334, -0.0009, 0.0006, -0.005
O, 10.7673, 2.6937, 21.5324, 0.0008, -0.0143, -0.0084
O, 9.7161, 6.1676, 14.9647, -0.0008, -0.0013, -0.0038
O, 5.9697, 6.4626, 19.8756, 0.0026, 0.0098, -0.0065
O, 4.1037, 0.1238, 18.2404, -0.0011, -0.0043, -0.0041
O, 9.247, 10.5632, 12.2614, 0.0002, -0.0027, -0.0059
O, 2.8475, 4.3712, 12.7006, -0.0006, -0.0021, -0.0037
O, 1.8315, 10.6934, 21.2355, -0.0006, -0.0027, -0.0049
O, 4.0118, 2.6807, 19.257, 0.003, -0.0026, -0.0061
O, 0.722, 10.0526, 15.9421, -0.0007, -0.0031, -0.0036
O, 1.2754, 9.7417, 18.8526, -0.0014, 0.002, -0.0035
O, 1.7229, 1.5969, 19.2334, -0.0004, -0.0072, -0.0034
O, 8.9394, 10.3981, 16.4867, 0, -0.0016, -0.0045
O, 4.8409, 8.4805, 18.6689, 0.0071, 0.0048, -0.0019
O, 9.5586, 8.7588, 10.4759, -0.0006, -0.0017, -0.0051
O, 6.7055, 4.0675, 18.8358, -0.0057, -0.0058, -0.0082
O, 2.8377, 1.7286, 13.3973, 0.0004, 0.0001, -0.0067
O, 5.6375, 8.8732, 21.1403, 0.0676, -0.0018, 0.0416
O, 2.5391, 2.46, 10.869, -0.0008, -0.0003, -0.0042
O, 7.5963, 4.7979, 21.1521, -0.0067, 0.0029, -0.0316
O, 5.2022, 7.4923, 12.5538, -0.0006, 0.0003, -0.0046
O, 0.4217, 9.0758, 12.4689, -0.0003, -0.0013, -0.0055
O, 7.5736, 1.0726, 13.5638, -0.0008, -0.0016, -0.0041
O, 7.125, 9.6405, 14.7233, -0.0019, -0.0015, -0.0018
O, 8.9722, 5.0421, 12.6913, -0.0005, -0.0008, -0.0034
O, 8.1021, 8.04, 16.9093, 0.0003, -0.0032, -0.0051
O, 6.1681, 2.5498, 21.8479, 0.0015, -0.0124, -0.0097
O, 2.444, 9.0916, 14.0684, 0.0003, -0.0021, -0.0066
O, 0.4192, 4.4996, 11.8553, -0.0006, -0.0013, -0.0049
O, 0.7743, 8.2902, 20.9713, -0.0003, 0.0025, 0.0073
O, 9.3819, 3.8493, 10.3388, -0.0013, -0.0001, -0.0054
O, 9.6489, 2.3967, 12.5169, -0.0003, -0.0005, -0.0053
O, 7.5579, 8.5389, 19.3845, -0.0016, 0.0013, -0.0137
O, 2.5422, 8.1638, 11.3437, -0.001, -0.001, -0.0035
O, 3.9708, 3.0677, 15.3638, 0, -0.0022, -0.0047
O, 0.8261, 4.4996, 14.4308, -0.0018, -0.0019, -0.0048
O, 10.0405, 2.9844, 18.9597, -0.0001, -0.0063, -0.0027
O, 9.1379, 7.8144, 12.9411, 0, -0.0004, -0.0047
O, 10.4866, 0.5006, 20.018, 0.0015, 0.0044, -0.0072
O, 6.0238, 5.0561, 11.933, -0.0006, -0.0016, -0.0051
O, 8.1657, 2.7751, 16.9929, -0.001, -0.0032, -0.0026
O, 3.5295, 5.4753, 16.7363, -0.0029, -0.0019, -0.0027
O, 4.6598, 9.1401, 10.3795, -0.0004, -0.0007, -0.0031
O, 1.5195, 6.6872, 13.1706, -0.0002, -0.0006, -0.0044
O, 4.7464, 5.5083, 14.3412, 0.0007, -0.0012, -0.005
O, 2.1434, 3.7576, 20.8658, 0.0076, -0.0125, -0.01
O, 10.5495, 1.4235, 16.9312, 0.0009, -0.0014, -0.005
O, 0.9531, 6.0883, 16.5421, 0.0002, -0.0042, -0.0036
O, 7.267, 10.9196, 21.904, 0.0005, -0.0139, -0.0066
O, 5.985, 0.9122, 19.8268, 0.0059, 0.003, 0.0006
O, 6.0654, 10.0387, 12.3938, -0.0006, -0.0029, -0.0066
O, 2.8393, 0.5544, 15.5892, 0.0004, -0.001, -0.0046
O, 7.0415, 8.0148, 10.7703, -0.002, -0.0011, -0.0064
O, 10.2069, 7.9893, 18.7294, 0.004, -0.0021, -0.0001
O, 3.4317, 9.1835, 16.5149, 0.0015, -0.0008, -0.0016

Results
free energy: -145946.577 eV
free energy less fixed offsets of As -4856.12, O -568.88, Si -635.61 eV per atom: 3.143 eV

The program warned: the cutoff lies below the one the program advises for these potential files; the forces do not sum to zero within the program's tolerance; the exchange-correlation potential is rough where the density is thin.
